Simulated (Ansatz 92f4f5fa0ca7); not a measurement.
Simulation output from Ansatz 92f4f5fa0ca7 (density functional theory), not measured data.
Periodic cell of 209 atoms, Si128O81, from a study of silicon, its oxide and their interface. The atomic structure is a simulated model.
Doubt: the cutoff is far below the 930 eV that the study's wrapper takes by default for these files, so forces and energies are approximate.
This geometry differs little from another in the collection (a relaxation step or a small displacement).

Settings: functional PBE; potential files Ansatz PAW; basis plane waves; wave-function cutoff 580 eV; density cutoff ratio 5; exchange-correlation grid ratio 1; k mesh 1 x 1 x 1, Gamma-centred; self-consistency stop 5e-08 eV per atom in the density residual; occupations fixed; spin none; net charge 0.

Cell vectors (angstrom)
a, 10.938, 0, 0
b, 0, 10.938, 0
c, -4.3431, 2.2702, 30.7904

Atoms and the computed forces on them: element, x, y, z (angstrom), force x, y, z (eV/angstrom)
Si, 0.6557, 6.8639, 24.3619, 0.0177, -0.0145, -0.0017
Si, 4.2915, -0.1192, 24.5904, -0.0245, -0.013, -0.0186
Si, -2.0653, -0.5681, 24.9843, 0.0001, 0.0066, 0.0186
Si, -1.2052, 5.2357, 24.7396, -0.002, -0.0202, 0.0021
Si, 7.3736, 8.4239, 24.7679, -0.0126, -0.003, 0.0155
Si, -4.5519, 2.1909, 24.8853, 0.0095, 0.0067, -0.0138
Si, -0.1615, 3.5907, 26.0396, -0.0086, 0.0062, 0.0119
Si, 2.4468, 6.131, 25.7613, -0.014, 0.0051, -0.0061
Si, -0.3799, -1.6929, 26.1243, -0.0156, 0.0125, 0.028
Si, 2.5752, 0.8917, 25.9342, 0.0025, -0.0134, 0.0185
Si, 5.0285, 3.6933, 25.9672, -0.0032, -0.0029, 0.0031
Si, 8.0771, 6.4597, 25.9626, -0.0009, -0.0041, 0.0075
Si, 5.3391, 9.0976, 25.8673, 0.0014, -0.006, -0.0017
Si, -3.1132, 0.9965, 26.271, 0.0034, 0.001, 0.0097
Si, -1.579, 2.3015, 27.4164, 0.0104, 0.0024, 0.0037
Si, 1.1533, 4.9848, 27.3874, -0.0003, -0.0101, 0.0064
Si, -1.5955, -3.1901, 27.458, 0.0007, 0.012, -0.0024
Si, 1.1802, -0.4382, 27.3432, -0.0067, 0.0068, 0.0038
Si, 3.8414, 2.2637, 27.3998, 0.0004, 0.0009, 0.0002
Si, 6.5726, 5.0568, 27.2727, -0.0007, 0.0066, 0.0009
Si, 3.844, 7.6767, 27.1848, 0.007, -0.0052, 0.0093
Si, 6.5209, -0.5189, 27.4526, 0.0063, 0.0001, 0.0275
Si, -0.2414, 0.903, 28.7394, 0.2925, -0.0382, 0.0244
Si, 2.4931, 3.6375, 28.7394, 0.0231, -0.0725, 0.3705
Si, -0.2414, -4.566, 28.7394, 0.3336, -0.1765, 0.2871
Si, 2.4931, -1.8315, 28.7394, 0.2418, -0.3239, -0.7175
Si, 5.2276, 0.903, 28.7394, -0.349, 0.0069, 0.4725
Si, -2.9759, 3.6375, 28.7394, -0.2335, 0.4607, -0.3465
Si, 5.2276, 6.372, 28.7394, -0.1276, 0.1523, -0.6985
Si, 7.9621, 9.1065, 28.7394, -0.1846, -0.0382, 0.5776
Si, 1.1259, 2.2702, 30.1067, -0.0133, 0.031, 0.0671
Si, 3.8604, 5.0047, 30.1067, 0.0071, -0.098, -0.0142
Si, 1.1259, -3.1988, 30.1067, 0.0124, -0.1014, -0.0339
Si, 3.8604, -0.4643, 30.1067, 0.0724, 0.0358, 0.0033
Si, -4.3431, 2.2702, 30.1067, -0.0251, -0.0416, -0.052
Si, -1.6086, 5.0047, 30.1067, -0.0456, 0.0685, -0.0068
Si, 6.5949, 7.7392, 30.1067, -0.0279, 0.1241, 0.046
Si, -1.6086, -0.4643, 30.1067, -0.0091, -0.0273, -0.0104
Si, 4.1018, 1.3673, 0.6835, -0.1232, 0.0404, -0.0282
Si, 6.8362, 4.1018, 0.6835, -0.0279, 0.1199, 0.0087
Si, 4.1018, -4.1018, 0.6835, 0.1018, -0.0693, -0.0021
Si, 6.8362, -1.3673, 0.6835, 0.0379, -0.1573, -0.0224
Si, 9.5708, 1.3673, 0.6835, 0.0828, -0.0184, 0.0193
Si, 1.3673, 4.1018, 0.6835, 0.0693, -0.1142, -0.0144
Si, 9.5708, -4.1018, 0.6835, -0.0826, 0.0896, -0.0189
Si, 1.3673, -1.3673, 0.6835, -0.0609, 0.1441, 0.0016
Si, 2.7345, 0, 2.0507, -0.2177, 0.2628, -0.0023
Si, 5.469, 2.7345, 2.0507, -0.3169, 0.2194, -0.1641
Si, 2.7345, -5.469, 2.0507, 0.1613, -0.2056, -0.027
Si, 5.469, -2.7345, 2.0507, 0.2464, -0.171, 0.0623
Si, 8.2035, 0, 2.0507, 0.2138, -0.3993, -0.1111
Si, 10.938, 2.7345, 2.0507, 0.3047, -0.2041, 0.0561
Si, 8.2035, 5.469, 2.0507, -0.197, 0.3098, -0.0125
Si, 10.938, -2.7345, 2.0507, -0.2533, 0.1314, -0.1009
Si, 4.0892, -1.3753, 3.3593, -0.0016, -0.0035, 0.0018
Si, 6.8012, 1.3329, 3.3339, 0.0063, -0.0008, 0.0105
Si, 4.1005, 4.101, 3.4754, 0.0013, 0.0007, 0.0047
Si, 6.8374, -4.1018, 3.4918, 0.0004, -0.0006, -0.0021
Si, 9.5669, -1.3831, 3.4768, 0.0014, 0.0061, 0.0052
Si, 1.3729, 1.3673, 3.4896, -0.0003, -0.0003, -0.0024
Si, 9.5801, 4.119, 3.3569, -0.0056, 0.0018, 0.0006
Si, 1.368, -4.0967, 3.3586, 0.0037, 0.0037, 0.0131
Si, 5.4315, -0.0038, 4.6903, -0.0016, 0.0029, -0.0021
Si, 8.1793, 2.7155, 4.5853, 0.0008, -0.0012, -0.0025
Si, 5.4485, 5.4752, 4.8904, 0.0019, 0.0061, 0.0008
Si, 8.2009, -2.7303, 4.9213, -0.0009, -0.0044, -0.0008
Si, 0.0114, -0.0386, 4.8732, 0.0011, -0.0002, 0.0006
Si, 2.7463, 2.7474, 4.9075, -0.001, -0.0051, 0.0015
Si, 10.9418, 5.4955, 4.6999, -0.0009, 0.0028, -0.0043
Si, 2.725, -2.7298, 4.6843, -0.0029, 0.0018, -0.0002
Si, 4.157, 1.2998, 6.1986, -0.0016, 0.0027, -0.0072
Si, 6.878, 3.9744, 6.0638, -0.0068, -0.004, -0.0058
Si, 4.0227, -4.0111, 6.1663, -0.0064, -0.0122, -0.0002
Si, 6.7492, -1.2759, 6.1645, 0.001, 0.0006, 0
Si, -1.4475, 1.4224, 6.0285, -0.0003, -0.0066, -0.0032
Si, 1.342, 4.217, 6.1659, 0.0104, 0.0066, 0.0026
Si, 8.7213, 4.8566, 7.2193, -0.0027, 0.0108, 0.0172
Si, 1.4405, -1.4491, 6.1831, -0.0056, -0.0056, 0.0004
Si, 3.1826, -0.4496, 7.4696, -0.0029, 0.0033, 0.0021
Si, 5.9607, 2.2366, 7.424, 0.0162, -0.0106, 0.0046
Si, 2.2681, -4.9401, 7.4808, -0.0077, 0.0116, -0.002
Si, 4.9248, -2.2, 7.4008, -0.0007, 0.0057, -0.0152
Si, 7.7322, 0.5363, 7.3394, -0.0089, 0.0136, 0.0118
Si, -0.4822, 3.1766, 7.2439, -0.0041, -0.0062, -0.0165
Si, 9.6515, -4.1563, 6.2116, 0.0059, 0.0033, -0.0025
Si, 0.5239, -3.2295, 7.4924, 0.0131, -0.01, 0.0039
Si, 3.2055, 4.2253, 24.4419, 0.0111, 0.002, 0.0056
Si, 1.4031, 2.4587, 24.629, -0.0115, 0.0078, 0.0014
Si, -2.4049, 3.8941, 23.2001, 0.0124, 0.0121, 0.0145
Si, 5.5358, 3.24, 9.5372, 0.0062, -0.0028, -0.0213
Si, 5.7506, 4.6622, 14.1402, -0.0016, 0.0001, 0.0047
Si, 3.649, 5.4872, 17.5865, 0.0023, 0.0008, 0.007
Si, -4.3186, 6.0788, 16.8505, 0.0003, -0.0004, 0.0036
Si, 1.2043, 6.9353, 18.5696, 0.0017, -0.0002, 0.0036
Si, 4.0761, -1.298, 21.6918, -0.0027, 0.0104, 0.0041
Si, 2.9497, 5.0814, 9.5676, -0.0051, -0.0074, -0.0162
Si, 2.012, 7.1542, 21.4988, 0.0076, 0.0102, 0.0019
Si, -3.0317, 4.2906, 18.8337, -0.0027, 0.0008, 0.0042
Si, -1.1504, 2.3128, 16.1992, 0.0028, -0.0006, -0.0023
Si, -4.0863, -2.2444, 15.3911, -0.0004, 0.0062, -0.0061
Si, -3.8653, -2.4392, 21.604, -0.0065, 0.0089, 0.0111
Si, 6.6108, -2.972, 9.8571, 0.0085, -0.0033, -0.0063
Si, 0.1882, -2.1341, 9.5712, 0.0004, -0.0136, -0.0131
Si, 2.775, -4.3654, 12.4364, -0.0028, 0.0016, -0.0087
Si, 5.6509, -3.6572, 12.7711, 0.0089, 0.0105, -0.0162
Si, 8.0036, 5.0864, 9.3943, -0.0001, 0.0099, -0.0105
Si, 0.5937, 0.1625, 15.1894, 0.0013, 0.0031, -0.0046
Si, 8.5231, -0.4029, 9.3321, -0.0117, 0.0045, -0.0139
Si, -4.2425, 5.4875, 21.2833, -0.0018, -0.0009, 0.0013
Si, 4.7701, 0.891, 11.6172, -0.0018, -0.0005, 0.0019
Si, 9.9903, 4.3607, 11.6858, 0.0025, -0.0002, -0.005
Si, -0.0868, 4.1123, 18.6146, 0.0017, -0.0006, 0.0013
Si, 7.804, 0.3167, 12.0938, 0.0019, 0.0007, -0.0087
Si, 3.7314, 4.5853, 22.0921, 0.0084, 0.0023, -0.0072
Si, 3.1323, 0.0837, 19.0583, 0.0046, 0.0021, 0.0051
Si, -0.7625, 1.2862, 22.6511, -0.0102, -0.0075, -0.0014
Si, 2.7079, 3.1797, 19.5789, 0.0017, -0.0046, -0.0009
Si, 3.3592, 1.3816, 14.4812, 0.004, -0.0076, -0.0042
Si, 5.1292, 0.0534, 16.6828, -0.0017, 0.002, -0.0033
Si, -3.2088, 1.3197, 18.0626, 0.002, 0.0012, -0.0031
Si, 10.895, -3.7105, 12.271, -0.0071, 0.0044, -0.0164
Si, 2.5112, -0.106, 9.7478, -0.0018, 0.005, -0.0104
Si, 8.1127, 2.9394, 13.7525, 0.006, -0.0029, -0.0036
Si, 9.3567, -1.6487, 13.8405, 0.0025, -0.0009, -0.0073
Si, 0.4542, -1.1838, 18.1202, 0.0034, 0.0006, -0.0001
Si, 3.459, 4.4445, 14.601, 0.0082, -0.0021, 0.0004
Si, 0.8589, 2.6477, 10.0311, 0.0059, -0.0015, -0.0016
Si, -1.7879, -0.3509, 20.2087, 0.0049, 0.0053, 0.0109
O, 1.0155, 7.1141, 22.7787, 0.0039, 0.0003, -0.0015
O, 5.208, 5.9304, 17.646, 0.004, 0.0009, 0.0008
O, 5.0591, 2.2623, 10.7656, -0.0037, 0.0002, 0.0103
O, 5.4174, 1.0387, 24.1709, 0.0093, 0.013, 0.0098
O, 8.3602, 0.6517, 10.5902, -0.0022, 0.0073, 0.0108
O, 0.2551, -2.5595, 24.8556, 0.0093, -0.0028, -0.0121
O, 10.7773, 2.586, 8.7649, 0.0042, 0.0016, 0.0097
O, 0.5758, -2.7617, 17.7435, 0.0003, 0.0011, 0.0065
O, 7.6348, -1.7461, 9.6113, 0.0024, 0.0002, 0.0014
O, 6.3631, -2.9316, 14.0166, -0.0005, -0.0007, 0.0069
O, 10.5563, -3.0647, 10.7989, 0.0034, -0.0032, 0.0093
O, 6.3707, 0.6701, 17.5048, -0.0009, 0.0002, 0.005
O, 4.0439, -3.433, 12.8453, 0.0015, -0.002, 0.0065
O, 10.851, -5.3371, 12.279, -0.0036, -0.0029, 0.0034
O, 2.7696, 6.7394, 18.1474, 0.0013, -0.0001, 0.0021
O, 6.5122, 3.2608, 13.7849, 0.0002, 0.0009, 0.004
O, 5.2811, 5.133, 22.0174, -0.0052, 0.0003, 0.0043
O, 2.9552, 1.6933, 18.9812, 0.0015, -0.0014, 0.007
O, 3.1817, 5.1439, 16.0607, 0.0007, -0.0007, 0
O, -1.9595, 1.1424, 17.0199, 0.0021, 0.0008, 0.0048
O, 1.9818, 3.7927, 9.8093, 0.0063, 0.0131, 0.0039
O, -3.5375, -2.8372, 23.1459, -0.0019, 0.0087, -0.0294
O, 5.7161, -1.1584, 15.781, 0.003, -0.0032, 0.0047
O, -0.7797, 0.4889, 21.2098, -0.0044, -0.0017, -0.003
O, 9.8498, -3.141, 13.3866, 0.0012, 0.002, 0.0081
O, -3.7053, 3.0642, 23.7754, -0.0009, -0.0031, 0.0053
O, -0.0658, 1.6481, 15.1949, 0.0003, -0.0009, 0.0067
O, 6.1793, 0.1658, 12.0116, -0.0013, 0.0022, 0.0013
O, 7.3246, -4.3736, 9.4756, 0.003, -0.0052, 0.0004
O, -3.0865, 5.4722, 17.7178, 0, 0.0036, 0.0019
O, 2.1295, 0.3228, 14.6712, -0.0001, 0.0009, 0.0064
O, 3.7078, -0.6515, 23.1454, 0.0062, -0.0059, -0.0064
O, -4.1564, 4.5683, 19.9589, 0.0035, 0.001, 0.0043
O, -0.3495, 3.2757, 17.2384, -0.0003, 0, 0.0032
O, 3.1219, -2.6043, 21.5496, 0.0017, 0.0012, 0.0056
O, -0.8993, -0.9896, 19.0036, 0.0025, -0.0006, 0.0026
O, 1.6113, 1.2105, 10.1731, 0.0028, 0.0005, 0.0034
O, 5.953, -5.2663, 12.8467, 0.0012, -0.0022, 0.0066
O, -1.5266, 2.7245, 22.4461, -0.0044, -0.0017, 0.0013
O, -4.0677, 7.0581, 20.8464, 0.0013, 0.0042, 0.0086
O, 1.0785, 3.455, 19.5647, 0.0005, 0.0004, 0.0042
O, 4.4697, 4.4844, 9.3742, -0.0092, -0.0058, 0.0109
O, 6.9712, 3.9258, 9.9378, -0.0067, -0.002, 0.0082
O, -1.524, 0.2196, 23.6251, 0.0124, 0.0098, -0.01
O, 3.8586, -0.1119, 10.6955, 0.0052, 0.0019, 0.006
O, 2.8509, 2.9247, 14.6319, -0.0008, 0.0089, 0.007
O, 1.6119, -1.452, 10.0582, 0.0046, 0.0048, 0.0069
O, 1.5026, -3.3732, 12.6542, 0.0067, -0.0035, 0.006
O, 3.9759, 1.2172, 12.9892, 0.0002, 0.0016, 0.0019
O, 5.2839, -2.7411, 8.9381, -0.0018, -0.0044, 0.0169
O, 9.3268, 4.9639, 10.3324, 0.0022, -0.0012, 0.0051
O, -0.0047, 3.0571, 11.3637, -0.0062, 0.0072, 0.0054
O, 1.0902, 7.2777, 20.1651, 0.0004, -0.0007, -0.0018
O, 3.3801, 3.3075, 21.0849, -0.0046, 0.0004, 0.0017
O, 2.6737, 5.2727, 13.4255, -0.0014, 0.0053, 0.0017
O, 0.7211, 1.6923, 23.2725, 0.009, 0.0024, 0.0104
O, 10.7015, -0.7935, 14.1698, 0.0013, -0.0006, 0.0057
O, 0.3649, 5.6065, 18.1755, 0.0009, 0.0011, 0.0046
O, -3.5028, 2.906, 18.1524, 0.0016, 0.0011, 0.0038
O, -2.9803, 5.0591, 22.2139, -0.0017, -0.0002, -0.0024
O, 4.0165, -0.4302, 17.7779, -0.0002, 0.0012, 0.0054
O, -2.578, -1.6552, 15.1394, 0.0002, -0.0011, 0.0065
O, 8.5163, -1.0617, 12.5727, 0.0008, -0.0007, 0.0065
O, 6.5212, 5.3145, 15.4249, 0.0003, -0.0034, -0.0011
O, 1.7002, -0.6769, 19.0331, -0.0033, -0.0005, 0.0026
O, 2.7916, 5.7418, 21.434, 0.0023, -0.0022, 0.0092
O, 8.2624, 1.4275, 13.1854, -0.0004, 0.0064, 0.0072
O, 6.2101, -3.0068, 11.4142, -0.0051, -0.0068, 0.0176
O, 4.4776, 1.1277, 15.645, 0.0003, -0.0001, 0.0061
O, -2.6618, -1.5308, 20.9574, -0.0086, -0.005, 0.0074
O, 3.8135, -0.2467, 20.4898, 0.0045, -0.0154, 0.0116
O, 0.5077, -0.397, 16.7084, 0.0009, 0.0003, 0.0052
O, 3.4471, 4.1992, 18.5519, 0.0011, 0.0032, 0.0021
O, 2.8893, -4.8629, 10.8725, 0.0046, -0.005, 0.0104
O, -3.9778, 7.6444, 16.6211, 0.0003, -0.0016, 0.0049
O, 8.8532, 3.9759, 12.7602, 0.0028, -0.0008, 0.0055
O, -2.8492, 0.6886, 19.5199, 0.0007, 0.0003, 0.0057
O, 10.0884, -0.895, 9.2367, 0.0067, -0.0024, 0.0027
O, 5.66, -1.6423, 21.5835, 0.0076, -0.0102, 0.0102
O, -2.2026, 3.1163, 15.2484, -0.004, 0.002, -0.0006
O, -1.5081, 4.1823, 19.4309, -0.0005, 0.0013, 0.0046

Results
free energy: -127441.243 eV
free energy less fixed offsets of O -568.88, Si -635.61 eV per atom: -3.883 eV

The program warned: the cutoff lies below the one the program advises for these potential files; the forces do not sum to zero within the program's tolerance; the exchange-correlation potential is rough where the density is thin.
